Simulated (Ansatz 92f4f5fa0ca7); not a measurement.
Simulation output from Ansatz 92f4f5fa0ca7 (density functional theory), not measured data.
Periodic cell of 259 atoms, Si165O94, from a study of silicon, its oxide and their interface. The atomic structure is a simulated model.
Doubt: the cutoff is far below the 930 eV that the study's wrapper takes by default for these files, so forces and energies are approximate.

Settings
functional: PBE
potential files: Ansatz PAW
basis: plane waves
wave-function cutoff: 580 eV
density cutoff ratio: 5
exchange-correlation grid ratio: 1
k mesh: 1 x 1 x 1, Gamma-centred
self-consistency stop: 5e-08 eV per atom in the density residual
occupations: fixed
spin: none
net charge: 0

Cell vectors (angstrom)
a  10.938  0  0
b  0  10.938  0
c  0  0  38.3438

Atoms: element, x, y, z (angstrom)
Si  0  0  0.683
Si  5.469  0  0.683
Si  2.7345  2.7345  0.683
Si  8.2035  2.7345  0.683
Si  0  5.469  0.683
Si  5.469  5.469  0.683
Si  2.7345  8.2035  0.683
Si  8.2035  8.2035  0.683
Si  1.3673  1.3673  2.0503
Si  6.8362  1.3673  2.0503
Si  4.1018  4.1018  2.0503
Si  9.5708  4.1018  2.0503
Si  1.3673  6.8362  2.0503
Si  6.8362  6.8362  2.0503
Si  4.1018  9.5708  2.0503
Si  9.5708  9.5708  2.0503
Si  2.7345  0  36.2923
Si  8.2035  0  36.2923
Si  0  2.7345  36.2923
Si  5.469  2.7345  36.2923
Si  2.7345  5.469  36.2923
Si  8.2035  5.469  36.2923
Si  0  8.2035  36.2923
Si  5.469  8.2035  36.2923
Si  4.1018  1.3673  37.6595
Si  9.5708  1.3673  37.6595
Si  1.3673  4.1018  37.6595
Si  6.8362  4.1018  37.6595
Si  4.1018  6.8362  37.6595
Si  9.5708  6.8362  37.6595
Si  1.3673  9.5708  37.6595
Si  6.8362  9.5708  37.6595
Si  0.7862  -0.5932  28.0555
Si  5.2793  0.9372  27.4912
Si  2.6991  2.6285  28.3615
Si  8.627  4.5967  26.7714
Si  -0.99  6.5023  27.2274
Si  5.9085  5.8207  27.8037
Si  2.402  8.472  28.17
Si  8.3931  8.1862  27.9168
Si  1.3028  1.2125  29.5173
Si  7.1586  1.8559  29.7547
Si  4.0025  4.0499  29.643
Si  8.9375  3.4919  29.6324
Si  1.2069  6.9112  29.4476
Si  6.9913  7.0118  29.4431
Si  4.1498  9.6045  29.2926
Si  9.6827  9.6678  29.2143
Si  2.8519  0.0203  30.8207
Si  8.2761  0.0232  30.7351
Si  -0.1113  2.6281  30.797
Si  5.4478  2.8147  31.0425
Si  2.6215  5.5353  30.798
Si  8.1958  5.4575  30.7911
Si  -0.0817  8.2836  30.8222
Si  5.4749  8.2619  30.7371
Si  4.1123  1.3574  32.2809
Si  9.5448  1.3265  32.256
Si  1.3013  4.0644  32.1207
Si  6.8193  4.2251  32.2939
Si  4.0565  6.9042  32.1302
Si  9.5613  6.8283  32.1649
Si  1.3934  9.6029  32.1539
Si  6.8661  9.5919  32.1098
Si  0.0164  -0.0098  33.5783
Si  5.5186  -0.0123  33.5676
Si  2.6928  2.7442  33.5518
Si  8.1909  2.7662  33.5754
Si  -0.0009  5.4651  33.5335
Si  5.4024  5.5533  33.5852
Si  2.7213  8.2314  33.5452
Si  8.1819  8.1972  33.5226
Si  1.3625  1.3687  34.9386
Si  6.8456  1.3791  34.936
Si  4.0792  4.1093  34.9187
Si  9.5807  4.1099  34.9268
Si  1.3735  6.8333  34.9103
Si  6.8252  6.86  34.9331
Si  4.1127  9.5721  34.9189
Si  9.5663  9.5508  34.9132
Si  2.7441  -0.0045  3.4177
Si  8.1954  -0.0021  3.418
Si  -0.0039  2.7326  3.4218
Si  5.494  2.7398  3.4157
Si  2.7227  5.4552  3.4094
Si  8.2164  5.4756  3.4094
Si  0.0031  8.1907  3.4102
Si  5.4505  8.194  3.4264
Si  4.1511  1.3428  4.7653
Si  9.5607  1.3676  4.785
Si  1.3755  4.09  4.7918
Si  6.855  4.1255  4.7821
Si  4.0828  6.7992  4.7875
Si  9.5919  6.8163  4.7854
Si  1.3874  9.5325  4.7691
Si  6.8308  9.5611  4.7818
Si  0  -0.0436  6.0876
Si  5.4848  -0.0198  6.1855
Si  2.8008  2.7229  6.0942
Si  8.2217  2.7794  6.1602
Si  0.0161  5.4573  6.1874
Si  5.4692  5.46  6.1604
Si  2.7123  8.134  6.174
Si  8.1885  8.1642  6.1129
Si  1.4656  1.2823  7.3635
Si  6.8338  1.4363  7.5122
Si  4.1205  4.0771  7.5283
Si  9.6217  4.0899  7.5799
Si  1.3347  6.8111  7.6216
Si  6.8467  6.8189  7.5234
Si  4.1412  9.4504  7.5086
Si  9.5425  9.5387  7.4456
Si  2.6346  -0.237  8.7611
Si  8.3547  0.1671  8.7497
Si  0.2326  2.6885  8.7356
Si  5.4849  2.7593  8.9749
Si  2.7901  5.444  8.936
Si  8.1753  5.4486  8.9233
Si  -0.178  8.1535  8.9186
Si  5.494  8.1421  8.9716
Si  4.107  1.7723  10.6335
Si  10.0236  1.1729  10.0358
Si  1.7158  3.7811  10.1693
Si  6.6386  4.3106  10.2898
Si  4.3998  6.5367  10.2658
Si  9.1347  7.0876  10.2823
Si  1.0453  9.6941  10.1525
Si  6.7849  9.2054  10.6611
O  10.798  7.0726  25.9263
O  3.8281  1.5958  27.7663
O  8.0147  8.1294  10.9495
O  2.8487  2.81  10.91
O  8.737  3.7634  25.373
O  0.9429  10.9196  26.5048
O  5.5135  5.4253  10.8123
O  0.0524  -0.0197  10.6754
O  7.2848  3.5959  11.6395
O  6.0599  9.7885  12.036
O  9.8459  6.3533  11.5628
O  1.8035  9.09  11.4883
O  4.7773  1.2945  12.0553
O  0.6867  4.3384  11.3195
O  9.3449  1.958  11.2942
O  3.8062  7.3042  11.6045
O  7.5734  8.8058  26.5659
O  6.5795  1.6104  28.2093
O  5.0084  6.8522  26.8996
O  2.0108  3.4934  27.1264
O  11.0507  -4.8102  28.4215
O  -1.8511  3.58  27.9773
O  4.9143  15.6196  28.408
O  5.5354  12.1368  25.8893
Si  7.9215  3.403  24.0029
Si  3.4778  7.2202  26.4156
Si  -1.63  9.8661  21.006
Si  14.31  3.042  18.0499
Si  5.9538  -0.1367  15.8887
Si  10.0524  4.8492  17.1622
Si  3.3226  5.454  16.2921
Si  2.6744  4.1861  25.7985
Si  4.5562  8.5036  23.807
Si  10.4259  7.8416  24.542
Si  8.1808  2.4038  12.323
Si  4.3777  9.6205  18.3096
Si  10.0572  3.7423  14.4611
Si  7.6403  8.3556  16.762
Si  9.5673  4.5021  21.8286
Si  13.2192  1.794  20.8084
Si  6.7051  9.0108  19.7487
Si  5.8788  11.2571  12.7906
Si  10.8106  11.7242  19.08
Si  13.9182  6.616  21.6849
Si  0.7064  -0.1618  24.8991
Si  6.1834  5.5359  16.8932
Si  5.0798  13.3483  24.8547
Si  4.9959  6.8392  19.3615
Si  11.117  5.5907  12.2197
Si  -1.9351  11.439  23.7113
Si  7.5631  8.9211  24.9174
Si  1.4467  3.3791  16.0535
Si  1.5627  4.0397  22.9298
Si  2.4454  7.8449  12.3181
Si  -0.3374  7.8626  16.6675
Si  2.0864  8.1663  15.311
Si  -0.0227  7.1648  21.6637
Si  3.3937  0.4153  23.1408
Si  12.5212  9.8766  17.5674
Si  8.8289  3.092  19.1582
Si  6.4356  2.5575  17.4221
O  7.3594  2.4848  18.7817
O  4.8813  2.5051  17.8674
O  10.9536  6.9674  23.2888
O  3.9962  7.5077  22.6214
O  5.4569  10.0596  19.4723
O  -0.9365  5.9128  21.0973
O  2.7756  8.3049  13.8477
O  2.4305  4.4859  15.3064
O  13.6682  6.9673  16.2229
O  10.903  4.0697  22.6472
O  13.4532  5.2982  22.5156
O  6.0986  7.5971  20.3096
O  9.0677  4.5031  18.3943
O  11.5032  8.6168  17.8124
O  7.4804  8.7295  18.3409
O  9.1908  8.575  16.3517
O  7.1715  6.7924  16.4974
O  8.315  4.557  22.8959
O  4.4618  7.9677  18.269
O  6.7517  4.0049  16.7002
O  7.7102  9.5889  20.8656
O  1.5511  7.2895  21.1949
O  9.8149  10.5731  19.6408
O  8.9271  2.9257  13.6631
O  13.3637  2.3494  16.8758
O  1.7232  3.824  24.5306
O  6.1557  8.4048  24.2295
O  2.219  9.6203  16.0734
O  2.9558  2.5994  19.5578
O  10.3035  6.4227  17.2967
O  7.2958  1.1205  12.7584
O  11.419  7.831  15.2434
O  -1.4417  10.8124  22.2977
O  8.8023  7.9868  24.3786
O  0.2974  9.2458  24.5188
O  2.8193  9.9872  18.6422
O  9.0822  3.3852  20.7343
O  3.1236  0.581  21.5248
O  10.1585  8.5093  21.2067
O  5.7452  5.689  18.4772
O  4.7515  10.3817  16.917
O  5.4337  0.1078  14.3533
O  7.9202  10.4615  24.4683
O  0.5615  4.1064  17.2327
O  8.3529  1.9475  23.4278
O  3.6298  8.1984  25.1184
O  3.2653  4.6783  17.7699
O  6.68  1.2445  16.4505
O  0.6802  11.2146  17.7581
O  6.8981  9.4694  15.8322
O  4.2999  10.0225  23.3174
O  0.8642  1.1961  20.2971
O  2.0179  11.2188  24.0382
O  10.6411  5.0089  13.6389
O  9.9306  12.9827  18.5885
O  4.2618  1.6997  23.645
O  9.3458  4.3955  15.7695
O  4.8913  5.5999  15.8838
O  1.3994  6.6202  12.3966
O  6.3222  3.2877  24.2681
O  10.3511  11.712  24.5866
O  2.7453  5.8063  26.0085
O  -7.1153  6.2465  20.3245
O  13.033  2.8063  22.0469
O  4.1566  3.5472  25.5746
O  11.3337  2.7916  14.9407
O  3.5643  0.3905  9.9805
O  5.1096  10.3505  28.1055
O  -3.8922  16.0196  26.8735
O  -14.474  -11.3218  9.992

Results
free energy: -158352.808 eV
free energy less fixed offsets of O -568.88, Si -635.61 eV per atom: -2.438 eV

Forces (eV/angstrom), in the order of the atoms: element, x, y, z
Si  0.0055  0.0162  -0.0024
Si  0.0351  0.0216  0.0064
Si  0.0323  -0.0112  -0.004
Si  0.0156  -0.0592  -0.0066
Si  0.0114  -0.0294  -0.003
Si  -0.001  -0.0002  0.0085
Si  0.0072  -0.01  -0.0024
Si  -0.0205  0.0249  -0.0058
Si  0.0127  -0.0255  0.0624
Si  0.055  0.0084  -0.0941
Si  0.0254  -0.0884  0.0154
Si  0.0231  -0.0274  -0.0502
Si  0.0018  -0.0586  -0.1075
Si  -0.0179  0.0508  0.0454
Si  -0.004  -0.0421  -0.0576
Si  0.0108  -0.0053  0.0343
Si  0.1148  0.0355  -0.0265
Si  0.1179  -0.0314  -0.0503
Si  -0.0102  0.0226  0.0806
Si  -0.1207  0.0726  -0.0638
Si  -0.0555  0.0235  0.0487
Si  -0.0567  0.0534  -0.0777
Si  -0.0234  -0.1052  -0.0865
Si  -0.0596  0.1022  0.1495
Si  -0.038  -0.0018  0.0154
Si  0.0001  0.0106  -0.0031
Si  -0.0179  0.0152  0.0116
Si  -0.0136  0.0127  -0.0024
Si  0.0006  0.0042  0.0022
Si  0.005  -0.0059  0.0156
Si  0.0188  -0.0165  -0.0165
Si  -0.0403  0.0318  0.0019
Si  0.0025  0.0068  -0.0128
Si  -0.0077  0.0217  -0.002
Si  -0.0029  0.0087  -0.0113
Si  -0.0329  -0.0048  0.0038
Si  0.0231  -0.0091  0.0358
Si  -0.0022  0.0128  -0.0046
Si  0.0079  -0.0055  0.0055
Si  -0.0349  0.0105  -0.026
Si  -0.0085  0.0029  0.0059
Si  -0.0052  -0.0218  -0.0002
Si  0.0189  0.004  -0.0071
Si  0.0102  0.0196  -0.0311
Si  0.009  -0.0032  -0.0009
Si  -0.0042  0.0067  0.0045
Si  -0.007  0.0079  -0.0064
Si  0.0031  0.0066  0.014
Si  0.0016  -0.0111  -0.0102
Si  -0.006  0.0077  0.0113
Si  -0.0014  0.0063  -0.0017
Si  -0.0038  0.0041  -0.0027
Si  -0.0123  0.0087  0.0053
Si  0.0024  -0.0054  0.0044
Si  0.0033  0.0041  -0.0099
Si  -0.0014  0.0061  0.0069
Si  0.0006  0.0065  0.0093
Si  -0.0011  -0.0039  0.0016
Si  0.0103  -0.0009  -0.0019
Si  0.0067  -0.0048  -0.0003
Si  0.0079  -0.0014  0.0031
Si  -0.0092  0.0031  0.0026
Si  -0.0043  -0.0003  -0.0006
Si  0.0101  0.0016  -0.0023
Si  0.0048  -0.0018  -0.0042
Si  -0.0022  -0.001  0.0006
Si  -0.0012  -0.0024  0.0003
Si  0.0015  0.0018  0.0083
Si  -0.0001  0.0033  0.0002
Si  -0.0016  0.0035  0.0026
Si  0.0022  -0.0001  -0.0011
Si  -0.0026  -0.0037  0.0003
Si  0.0002  -0.0013  -0.0013
Si  -0.0009  0.001  0.0017
Si  0.0022  0.0005  -0.0001
Si  -0.0012  -0.0025  0.0019
Si  0.0019  0.0012  0.0026
Si  0.0014  0.001  -0.0025
Si  -0.0013  -0.0009  0.0015
Si  0.0006  0.0012  -0.0025
Si  -0.0026  0.0006  0.0013
Si  0.0026  -0.0018  0.0012
Si  0.0017  0.0019  0.0004
Si  -0.001  -0.0034  -0.0003
Si  0.0032  0.0005  0.0013
Si  -0.0035  -0.0005  -0.0002
Si  -0.0023  -0.0011  -0.0003
Si  0.0001  0.0023  0.0001
Si  0.0016  -0.0006  0.0022
Si  -0.0005  0.0021  -0.0019
Si  -0.002  -0.0016  0.0015
Si  0.0002  -0.002  0.0038
Si  -0.0011  0.0018  0.0032
Si  -0.0002  -0.002  0.0018
Si  -0.0014  -0.0016  0.0017
Si  -0.0018  0.0005  0.001
Si  0.001  0.0017  -0.0024
Si  0.0002  -0.004  0.0015
Si  -0.0037  0.0036  -0.0073
Si  0.0009  -0.0014  0.0025
Si  0.0008  -0.0003  0.0019
Si  0.0012  0.0008  0.0021
Si  -0.0016  -0.0028  0.0028
Si  -0.0021  -0.0003  -0.0007
Si  0.0027  -0.004  -0.0018
Si  -0.0041  0.0072  -0.0011
Si  0.0058  -0.0059  0.006
Si  -0.0051  0.0039  0.0012
Si  0.0035  -0.005  -0.0008
Si  0.0017  0.0002  0.0087
Si  -0.0002  0  0.0009
Si  0.0062  0  -0.0036
Si  0.0005  -0.0019  0.0098
Si  -0.0092  -0.0039  -0.0096
Si  0.0068  -0.0015  0.0078
Si  -0.0084  0.0038  0.0051
Si  -0.0033  -0.0014  -0.0132
Si  0.0004  0.0026  0.0069
Si  -0.011  0.0067  0.003
Si  0.0032  -0.0052  0.0029
Si  0.0018  0.0074  -0.0116
Si  0.0084  -0.015  0.0101
Si  -0.0047  0.0007  0.0164
Si  -0.0271  -0.0014  0.0022
Si  0.0133  0.0053  0.019
Si  0.0023  0.006  0.0099
Si  -0.006  -0.0022  -0.0067
Si  0.0006  -0.0046  -0.0057
O  0.0171  -0.0101  -0.0112
O  -0.0093  0.0095  -0.006
O  0.0006  -0.0032  -0.002
O  0.0001  0.001  -0.0026
O  0.0034  0.0111  0.0137
O  -0.0058  -0.0101  0.0114
O  0.0018  -0.0013  -0.0088
O  -0.0014  0.0065  -0.0021
O  -0.0148  0.0217  -0.0007
O  0.0067  -0.0162  0.0017
O  -0.0087  0.0096  -0.0059
O  -0.005  0.0099  0.014
O  -0.0129  0.0112  0.005
O  0.0082  -0.0062  -0.0054
O  0.012  0.0003  -0.0138
O  0.0051  -0.0138  -0.0072
O  0.0145  -0.0149  0.047
O  0.0325  0.0092  0.0124
O  -0.0097  -0.006  -0.0088
O  0.0042  -0.0072  0.006
O  -0.0072  0.0143  -0.0041
O  0.0009  -0.0033  0.0186
O  -0.0169  -0.0057  0.0055
O  -0.0032  -0.0053  -0.0097
Si  -0.0022  0.0026  -0.0038
Si  0.012  -0.0122  0.0083
Si  0.0062  0.0046  -0.0073
Si  0.0013  0.0018  -0.0028
Si  0.009  -0.0016  -0.0014
Si  0.0055  -0.0107  -0.0015
Si  0.0033  -0.0073  -0.0059
Si  0.0066  -0.0144  0.0093
Si  -0.0023  -0.0006  -0.0009
Si  -0.0043  -0.002  -0.023
Si  -0.0003  -0.0092  -0.0039
Si  0.0001  -0.0051  0.0071
Si  0.0105  -0.0042  -0.0104
Si  0.0009  -0.0028  -0.0079
Si  -0.0002  -0.0029  0.0005
Si  -0.0001  0.0037  -0.006
Si  -0.0071  -0.0011  0.0043
Si  0.0039  -0.0009  -0.019
Si  0.0012  -0.0003  0.0009
Si  0.0001  -0.003  -0.0005
Si  -0.0026  0.0152  0.0038
Si  -0.0066  -0.001  -0.0075
Si  -0.0061  0.0042  0.0135
Si  -0.0011  -0.0011  0.0053
Si  -0.0027  -0.0034  -0.0184
Si  0.0009  0.0043  0.0041
Si  -0.0037  0.0124  -0.0017
Si  0.004  0.0005  -0.0105
Si  -0.0057  0.0023  -0.0026
Si  -0.001  -0.0014  -0.0173
Si  0.0046  0.0147  -0.0107
Si  0.0002  0.0029  -0.0104
Si  -0.003  -0.0028  -0.0018
Si  0.0017  0.0007  0.0028
Si  -0.003  0.0006  -0.0013
Si  -0.0018  0.0006  0.0021
Si  -0.0029  0.004  0.0041
O  0.0014  0.0018  -0.0024
O  0.0054  -0.0014  0.0024
O  0.0037  0.0088  0.0079
O  0.0054  0.0066  0.0022
O  -0.0032  0.0025  -0.002
O  0.0032  0.0066  0.0014
O  0.0011  -0.0021  -0.0037
O  -0.0015  0.0017  0.0067
O  0.0005  -0.0016  0.0094
O  0.0017  0.0013  0.0009
O  0.0003  0.0008  0.0019
O  0.0001  -0.0019  0.0038
O  0.0005  -0.0025  0.0107
O  0.0033  0.0023  0.0105
O  0.0056  -0.0013  -0.0054
O  -0.0112  0.0113  0.0038
O  0  -0.0007  0.0042
O  0.001  -0.0065  0.0027
O  -0.0027  0.0038  -0.0016
O  -0.0005  -0.0029  0.0027
O  0.0057  0.0005  0.0049
O  -0.0052  0.0006  -0.0013
O  -0.0038  -0.0046  0.0123
O  -0.0045  -0.0041  0.0144
O  -0.0015  0.0013  0.0003
O  0.0023  0.0015  0.0094
O  0.0039  0.0009  0.0008
O  0.0044  0.0041  0.004
O  -0.0011  0.0008  0.0041
O  -0.0012  -0.0133  0.0115
O  -0.0003  -0.0019  0.0202
O  -0.0038  0.0013  -0.0059
O  -0.0008  -0.0003  0.0063
O  -0.0067  -0.0067  -0.0183
O  0.0136  -0.0006  0.0023
O  0.0008  -0.0015  0
O  0.0031  0.006  0.0029
O  0.0025  -0.0043  0.0078
O  0.0016  0.0044  -0.0033
O  0.0022  -0.0017  0.0011
O  -0.0027  0.0008  0.0053
O  -0.0005  0.0026  -0.0023
O  -0.0118  -0.0015  -0.0005
O  -0.0018  -0.0023  -0.0002
O  0.0004  0.004  -0.0081
O  -0.0069  -0.0007  0.0029
O  -0.0035  0.0025  0.0019
O  -0.0011  -0.0008  0.0023
O  -0.0011  -0.0016  0.0043
O  -0.0016  0.0011  0.0065
O  0.0017  -0.0013  -0.0043
O  -0.0019  -0.0013  0.0022
O  -0.0074  -0.0035  0.0025
O  0.0025  0.0054  0.0089
O  -0.0028  0.0011  0.0028
O  0.008  0.0012  0.0001
O  0.0008  -0.0073  -0.0019
O  0.0057  0.0034  0.0069
O  0.0072  0.0033  0.017
O  -0.0017  -0.0035  -0.0062
O  0.0079  -0.0041  -0.005
O  0.0013  0.0206  -0.0044
O  0.0012  0.003  0.0005
O  -0.0002  0.0037  0.0015
O  -0.0012  0.0021  -0.0079
O  -0.0055  0.0025  0.0093
O  -0.0095  -0.0021  -0.0043
O  -0.0133  -0.0447  0.0071
O  0.0212  -0.016  0.0185
O  0.0087  0.0003  -0.002

The program warned: the cutoff lies below the one the program advises for these potential files; the forces do not sum to zero within the program's tolerance; the exchange-correlation potential is rough where the density is thin.
